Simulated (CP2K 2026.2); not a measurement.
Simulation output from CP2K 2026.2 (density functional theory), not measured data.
Periodic cell of 504 atoms, Si360O144, from a study of silicon, its oxide and their interface. The atomic structure is a simulated model.
Doubt: the forces sum to 2.14 eV/angstrom along one axis rather than to zero, so they err by at least 0.0043 eV/angstrom per atom on average; the grid cutoff is modest.

Settings
functional: PBE
method: Gaussian and plane waves
basis set: DZVP-MOLOPT-SR-GTH
pseudopotentials: GTH-PBE
grid cutoff: 300 Ry, relative cutoff 40 Ry
k points: Gamma only
occupations: fixed
spin: none
net charge: 0

Cell vectors (angstrom)
a 16.32 0 0
b 0 16.32 0
c 6.4375 -2.5845 33.8516

Atoms and the computed forces on them: element, x, y, z (angstrom), force x, y, z (eV/angstrom)
Si 1.12 -1.079 0.184 0.192 -0.05 0.837
Si 4.075 1.733 -0.089 0.199 -0.447 0.666
Si 1.729 3.826 0.121 -0.295 0.214 0.785
Si 3.83 7.141 0.06 0.199 -0.199 0.751
Si 1.482 -7.112 0.291 -0.036 0.248 0.78
Si 4.151 -4.304 0.071 -0.107 0.233 0.773
Si 7.195 -2.014 -0.243 -0.162 0.337 0.709
Si 9.384 1.565 -0.178 0.115 -0.308 0.663
Si 7.04 3.743 -0.06 -0.119 0.288 0.696
Si 9.787 6.572 -0.034 -0.218 0.152 0.762
Si 6.527 9.971 0.046 0.123 -0.264 0.776
Si -6.82 -4.074 0.377 -0.009 0.017 0.557
Si -3.786 -1.739 0.267 -0.053 0.172 0.749
Si -1.153 1.011 0.204 -0.017 0.235 0.725
Si -4.382 4.293 0.127 0.23 -0.086 0.746
Si -1.428 7.024 -0.058 -0.041 -0.168 0.727
Si -4.615 -6.261 -0.122 0.276 -0.212 0.747
Si -1.473 -3.783 0.308 -0.028 -0.215 0.694
Si 2.859 0.082 1.229 -0.02 0.013 -0.07
Si 5.543 2.719 1.42 0.023 0 -0.023
Si 2.8 5.464 1.381 -0.006 0.01 -0.033
Si 5.467 8.252 1.302 -0.021 0.012 -0.085
Si 2.649 -5.441 1.435 -0.001 -0.016 -0.044
Si 5.488 -2.779 1.27 0.009 0.019 -0.075
Si 8.199 -0.142 1.024 -0.012 -0.003 -0.05
Si -5.51 2.678 1.358 -0.003 0.02 -0.038
Si 8.13 5.438 1.194 0.025 0 -0.071
Si -5.468 8.26 1.222 0.008 0.009 -0.028
Si 8.065 10.891 1.558 -0.029 -0.009 -0.061
Si -5.383 -2.755 1.612 0.018 0.019 -0.048
Si -2.717 -0.075 1.523 0.004 -0.008 -0.068
Si 0.05 2.696 1.344 -0.034 0.043 -0.052
Si -2.709 5.504 1.257 0.028 -0.006 -0.045
Si -0.087 8.097 1.549 0.004 0.002 -0.056
Si -2.822 -5.417 1.313 0.004 -0.069 -0.056
Si 0.027 -2.605 1.602 0.01 0.037 -0.062
Si 1.457 1.376 2.701 0.025 -0.031 0.027
Si 4.167 4.114 2.743 -0.017 -0.014 0.007
Si 1.345 6.71 2.784 0.014 -0.015 0.023
Si 4.08 9.536 2.748 0.009 0.013 0.044
Si 1.366 -4.064 2.812 -0.003 -0.006 0.027
Si 4.145 -1.348 2.599 -0.023 -0.017 0.028
Si 6.874 1.203 2.589 0.032 -0.025 0.035
Si 9.442 4.074 2.666 0.008 0.019 0.034
Si 6.804 6.806 2.61 0 0.01 -0.003
Si 9.482 9.456 2.737 0.023 -0.01 0.008
Si 6.728 12.281 2.835 -0.009 0.004 0.03
Si -6.818 -1.288 2.688 -0.057 0.021 0.013
Si -4.11 1.371 2.725 0.018 -0.002 0.01
Si -1.354 4.101 2.635 0.007 0.017 0.012
Si -4.068 6.894 2.622 -0.039 -0.013 0.023
Si -1.458 -6.763 2.738 0.004 0.033 0.027
Si -4.05 -4.153 2.88 0.038 -0.014 0.034
Si -1.365 -1.335 2.951 -0.006 0.001 0.061
Si 0.077 0.062 4.135 -0.009 -0.01 -0.019
Si 2.771 2.743 4.075 -0.012 0.021 -0.007
Si -0.02 5.375 4.107 0.001 -0.024 0.017
Si 2.714 8.142 4.079 0.003 0.013 -0.025
Si -0.044 -5.43 4.101 -0.04 -0.008 0.002
Si 2.785 -2.684 4.056 0.014 0.006 -0.012
Si 5.477 -0.035 4.027 0.022 0.024 0.002
Si 8.142 2.659 4.012 -0.03 0.001 -0.023
Si 5.493 5.482 4.069 0.008 0 0.026
Si 8.141 8.101 4.07 -0.031 0.011 0.016
Si 5.4 10.882 4.153 0.006 -0.015 0.004
Si 8.158 -2.664 4.087 -0.011 -0.013 -0.006
Si -5.469 0.031 4.093 -0.002 -0.009 0.001
Si -2.715 2.752 4.026 0.016 0.006 0.012
Si -5.456 5.474 3.971 0.004 0.003 -0.033
Si -2.761 8.17 4.103 0.013 -0.019 -0.011
Si -5.478 -5.507 4.133 0.018 -0.004 -0.015
Si -2.719 -2.755 4.218 -0.01 0.007 0.024
Si 1.338 -1.379 16.381 -0.007 -0.008 0.008
Si 4.061 1.339 16.364 -0.004 -0.005 0.001
Si 1.365 4.036 16.391 -0.019 0.008 0.011
Si 4.033 6.764 16.282 -0.006 -0.016 0
Si 1.32 -6.813 16.312 -0.004 -0.003 -0.01
Si 4.058 -4.059 16.346 0.013 -0.013 0
Si 6.802 -1.331 16.398 0.014 -0.001 0.009
Si -6.776 1.319 16.32 -0.009 0.002 -0.008
Si 6.786 4.081 16.261 0.003 -0.01 -0.011
Si -6.799 6.79 16.22 -0.016 0.015 -0.036
Si 6.794 9.563 16.204 0.006 -0.019 -0.027
Si -6.792 -4.013 16.297 0.012 0.011 -0.004
Si -4.065 -1.345 16.37 0.017 0.007 0.009
Si -1.369 1.345 16.396 -0.017 0.008 -0.005
Si -4.063 4.027 16.296 -0.024 0.006 -0.019
Si -1.316 6.805 16.287 0.003 0.011 -0.007
Si -4.051 9.552 16.267 0.003 0.01 -0.008
Si -1.347 -4.071 16.337 0.021 -0.013 -0.01
Si 2.701 -0.033 17.748 0.008 0.008 -0.011
Si 5.416 2.769 17.648 0.005 0.021 -0.019
Si 2.727 5.411 17.742 0.046 0.01 0.007
Si 5.454 8.161 17.493 0.024 0.027 -0.017
Si 2.659 -5.438 17.652 -0.025 -0.018 0.017
Si 5.408 -2.698 17.741 -0.022 -0.007 -0.006
Si 8.21 0.021 17.761 -0.006 0.005 0.032
Si -5.377 2.624 17.675 0.034 -0.006 -0.009
Si 8.204 5.404 17.576 -0.023 0.001 0.033
Si -5.477 8.204 17.53 0.004 -0.005 0.008
Si 8.082 10.981 17.564 -0.026 -0.006 -0.011
Si -5.418 -2.712 17.718 -0.02 -0.014 0.022
Si -2.733 0.006 17.792 -0.001 -0.003 0.002
Si -0.011 2.684 17.784 0.011 0.014 0.026
Si -2.682 5.42 17.574 0.013 -0.014 0.009
Si -0.011 -8.163 17.722 -0.007 -0.005 0.003
Si -2.671 -5.464 17.677 -0.018 -0.011 -0.007
Si -0.025 -2.736 17.765 0.006 -0.001 0.021
Si 1.352 1.279 19.159 -0.021 0.01 -0.003
Si 4.116 4.067 19.129 -0.011 0.007 -0.028
Si 1.336 6.774 19.073 0.001 -0.012 -0.008
Si 4.108 -6.828 18.842 0.001 0.001 -0.047
Si 1.306 -4.147 19.119 0.005 -0.024 -0.02
Si 4.035 -1.383 19.15 -0.022 0.003 -0.001
Si 6.831 1.515 18.996 0.035 -0.022 -0.036
Si -6.722 4.035 18.92 -0.002 0.01 -0.026
Si 6.8 6.8 18.816 0.002 0.012 -0.047
Si -6.885 9.598 18.807 0.001 0.004 -0.022
Si 6.79 -4.051 19.073 0.025 0 -0.002
Si 9.585 -1.367 19.15 0.005 0.021 -0.031
Si -4.096 1.329 19.219 -0.019 -0.001 0.005
Si -1.425 4.096 19.066 -0.018 0.008 -0.022
Si -4.048 6.855 18.788 -0.017 0.003 -0.058
Si -1.358 -6.801 19.123 0 0.019 -0.013
Si -4.046 -4.137 19.02 0.01 0.01 -0.013
Si -1.397 -1.38 19.154 0.003 -0.002 -0.005
Si -0.007 -0.102 20.588 0.01 -0.016 0.005
Si 2.701 2.7 20.493 0.018 0.029 0.041
Si -0.108 5.486 20.447 -0.001 0.026 0.058
Si 2.859 8.118 20.24 0.013 -0.023 0.024
Si -0.02 -5.507 20.598 0.03 -0.015 0.036
Si 2.662 -2.823 20.528 0.012 0.01 0.026
Si 5.476 0.12 20.283 0.007 0.013 0.022
Si 8.239 2.841 20.401 -0.029 -0.021 0.029
Si 5.604 5.489 20.331 0.01 -0.03 0.055
Si 8.103 8.227 20.107 -0.039 0.025 0.007
Si 5.36 -5.477 20.278 -0.017 -0.007 0.047
Si 8.179 -2.736 20.481 0.003 0.012 0.037
Si -5.402 -0.061 20.673 -0.001 -0.022 0.054
Si -2.767 2.78 20.538 0.018 0.018 0.066
Si -5.32 5.47 20.104 0.017 -0.011 0.042
Si -2.868 -8.157 20.303 0 0.022 0.063
Si -5.521 -5.498 20.223 0.001 0.021 0.057
Si -2.757 -2.803 20.476 0.005 -0.03 0.064
Si 1.021 -1.827 21.922 0.107 0.227 -0.771
Si 4.222 1.424 21.772 -0.154 -0.027 -0.662
Si 1.012 3.844 21.694 0.137 0.118 -0.763
Si 4.388 6.978 21.641 -0.115 -0.152 -0.668
Si 1.766 -6.713 21.617 -0.178 0.111 -0.613
Si 3.875 -4.437 21.777 0.031 0.187 -0.68
Si 7.035 -0.999 21.585 0.047 -0.147 -0.712
Si -7.081 1.209 21.773 0.274 0.061 -0.706
Si 7.457 4.736 21.625 -0.107 -0.185 -0.797
Si -6.692 6.922 21.226 -0.02 0.028 -0.473
Si 6.496 -7.089 21.48 0.155 0.021 -0.77
Si 9.754 -4.028 21.696 -0.233 -0.003 -0.696
Si -4.298 -1.811 21.969 0.085 0.318 -0.702
Si -1.162 1.561 21.788 -0.229 -0.109 -0.701
Si -3.937 4.504 21.73 -0.013 -0.27 -0.674
Si -1.744 6.708 21.701 0.184 -0.025 -0.654
Si -4.574 -7.147 21.581 0.112 0.04 -0.681
Si -1.314 -3.971 21.928 -0.073 -0.24 -0.675
Si -1.447 -5.926 -7.277 -0.119 -0.05 0.168
Si 5.408 -2.57 23.814 -0.053 -0.089 0.023
Si 5.201 4.702 -4.709 0.099 -0.099 0.027
Si -0.844 -0.888 -6.479 -0.131 -0.081 -0.007
Si 7.765 -6.171 -2.866 -0.072 -0.01 0.086
Si -4.584 -1.867 -2.616 -0.072 -0.004 0.063
Si -6.473 -8.072 25.382 -0.112 -0.019 -0.041
Si 3.02 -0.622 23.976 0.175 -0.091 -0.031
Si -2.769 -7.332 -2.169 -0.019 -0.119 0.098
Si -5.66 -6.246 -5.781 -0.089 0.083 0.017
Si -3.606 -7.341 26.087 0.005 0.046 -0.059
Si 5.284 7.017 -2.699 0.03 0.049 0.1
Si 0.715 -3.852 -3.876 -0.025 0.115 0.113
Si 7.172 0.743 -3.968 0.042 0.061 0.02
Si 1.136 5.135 24.514 -0.084 -0.018 -0.137
Si 0.158 8.002 23.71 -0.032 -0.048 -0.094
Si -7.969 5.143 -5.046 -0.172 0.016 -0.022
Si -2.183 5.729 -6.324 0.017 -0.054 -0.001
Si -7.969 7.267 -2.752 -0.072 0.029 0.034
Si -2.737 1.4 24.394 0.12 0.027 0.011
Si 1.434 -5.406 -6.397 0.087 -0.121 0.1
Si -3.665 3.459 -7.227 0.004 0.031 -0.084
Si -0.173 4.936 -1.747 -0.025 0.073 -0.028
Si 6.87 2.081 26.23 -0.009 0.033 0.092
Si -2.776 -3.111 -7.101 0.038 0.152 0.038
Si -5.402 2.794 23.827 -0.054 0.068 -0.045
Si -0.228 -5.61 -1.802 -0.054 -0.011 0.186
Si 3.405 5.694 -7.04 -0.065 0.038 -0.1
Si -6.268 0.601 -3.136 -0.062 0.157 0.197
Si -2.023 -2.4 -4.299 -0.042 -0.043 -0.127
Si 2.773 -2.515 -2.076 0.038 -0.089 0.113
Si 7.803 -7.345 -6.727 -0.049 0.018 0.033
Si 0.841 -6.563 26.088 0.127 0.023 -0.068
Si -2.984 -7.709 -5.268 0.151 0.096 0.092
Si -7.862 0.606 -6.675 -0.071 -0.06 -0.098
Si -3.404 -5.333 23.976 0.016 0.113 -0.132
Si -3.387 -1.418 25.035 -0.055 0.005 -0.19
Si 3.969 5.679 24.498 0.052 0.039 -0.257
Si -0.86 2.262 -6.504 0.037 0.01 0.075
Si 5.648 2.803 -2.474 -0.123 0.008 0.21
Si 5.713 -7.087 -4.653 -0.048 -0.023 0.028
Si -7.456 -2.199 -5.949 0.064 -0.018 0.044
Si -1.258 3.795 25.945 -0.062 -0.071 -0.073
Si 3.284 -7.51 -6.501 0.022 -0.085 -0.062
Si 5.787 -2.596 -5.801 -0.087 0.04 0.058
Si -5.379 -3.515 25.787 0.026 -0.096 -0.127
Si -6.478 -4.06 -3.647 -0.002 -0.006 -0.048
Si 7.767 -3.914 25.618 0.053 0.154 -0.071
Si -1.36 3.864 -4.169 0.06 -0.01 0.017
Si 5.499 -1.584 -2.98 0.114 -0.121 0.173
Si -6.139 2.681 -5.467 0.063 -0.082 -0.048
Si -2.411 2.964 -1.642 -0.013 -0.028 0.031
Si -7.942 -6.074 23.707 0.164 0.035 -0.103
Si 5.84 3.376 23.706 -0.115 0.001 -0.027
Si 1.412 -1.35 5.446 0.012 -0.012 0.01
Si 4.126 1.352 5.399 -0.001 -0.019 0.014
Si 1.373 4.051 5.452 -0.004 0.005 0.019
Si 4.097 6.806 5.435 -0.014 -0.021 0.013
Si 1.34 9.509 5.428 0.011 0.021 0
Si 4.068 12.266 5.481 -0.003 -0.003 0.007
Si 6.799 -1.348 5.461 -0.006 0.002 0.003
Si 9.512 1.39 5.446 -0.01 0 0.01
Si 6.813 4.052 5.397 0.002 -0.009 0.009
Si 9.52 6.767 5.42 0.014 0 0.002
Si 6.8 9.498 5.436 -0.001 -0.006 0.009
Si 9.502 12.247 5.433 -0.003 0.01 0.014
Si -4.119 -1.35 5.463 0.008 -0.01 0.013
Si -1.347 1.41 5.428 -0.001 0.025 0.011
Si -4.091 4.118 5.37 -0.008 -0.005 -0.004
Si -1.373 6.791 5.426 0.008 0.011 0.004
Si -4.108 -6.831 5.496 -0.012 0.005 0.009
Si -1.344 -4.097 5.53 -0.007 -0.009 0.02
Si 2.763 0.01 6.794 0.003 0.009 0
Si 5.451 2.72 6.781 -0.008 0.016 0.005
Si 2.731 5.438 6.787 -0.005 -0.008 0.01
Si 5.442 8.157 6.811 0.003 0.013 -0.003
Si 2.692 10.885 6.8 -0.007 0.018 -0.003
Si 5.448 -2.712 6.826 0.006 -0.004 0
Si 8.157 0.022 6.807 -0.006 0.005 0.005
Si 10.893 2.752 6.772 -0.006 0.012 0.003
Si 8.171 5.404 6.78 0.017 -0.011 -0.005
Si 10.851 8.126 6.822 0.005 -0.007 0.004
Si 8.15 10.877 6.795 0 -0.011 -0.009
Si 10.858 -2.724 6.815 -0.005 0.002 -0.003
Si -2.715 0.022 6.775 0.007 -0.005 -0.008
Si 0.005 2.724 6.825 0.012 0.004 0.002
Si -2.738 5.441 6.783 0.008 0.003 -0.008
Si -0.008 8.147 6.793 -0.008 -0.006 0.003
Si -2.734 -5.463 6.841 0.002 0.001 0
Si 0.039 -2.706 6.819 -0.005 -0.014 0.007
Si 1.376 1.351 8.156 -0.012 -0.007 0.005
Si 4.084 4.073 8.147 -0.01 -0.014 -0.007
Si 1.363 6.793 8.148 0.005 0.005 -0.005
Si 4.072 9.527 8.154 0.003 -0.005 -0.002
Si 1.363 -4.078 8.186 0 -0.003 0.007
Si 4.092 -1.351 8.178 0.002 -0.003 -0.001
Si 6.8 1.374 8.166 0.006 0.004 0.001
Si 9.532 4.078 8.163 -0.003 0.009 0.005
Si 6.81 6.78 8.146 -0.008 -0.012 -0.011
Si 9.506 9.515 8.163 0.008 0.005 -0.01
Si 6.8 -4.086 8.169 -0.003 0.003 -0.004
Si 9.507 -1.353 8.164 -0.005 -0.006 0
Si -4.074 1.379 8.138 0.005 0.017 -0.01
Si -1.368 4.091 8.155 0.004 0.002 -0.002
Si -4.088 6.784 8.17 -0.008 0.001 0.003
Si -1.36 -6.82 8.174 -0.009 0.005 -0.002
Si -4.09 -4.078 8.173 0.009 -0.008 -0.002
Si -1.353 -1.342 8.145 0.005 -0.003 0.003
Si 0.01 0 9.521 0.014 0.001 0.001
Si 2.726 2.716 9.515 0.003 0.01 0.002
Si 0.002 5.438 9.514 -0.012 0.011 0.005
Si 2.715 8.158 9.509 -0.011 0.001 -0.003
Si -0.008 -5.442 9.527 -0.007 -0.002 0
Si 2.726 -2.713 9.535 0.002 -0.003 0.003
Si 5.444 0.012 9.531 -0.003 0.003 -0.005
Si 8.167 2.723 9.522 0.004 -0.003 0.001
Si 5.445 5.43 9.51 0.002 -0.002 -0.004
Si 8.151 8.152 9.523 0.004 0.009 -0.006
Si 5.43 -5.436 9.523 0.008 0.015 -0.004
Si 8.154 -2.716 9.525 -0.004 -0.006 -0.002
Si -5.434 0.011 9.502 -0.003 -0.008 -0.007
Si -2.716 2.721 9.517 0.001 -0.002 -0.002
Si -5.438 5.431 9.537 0.009 -0.003 0.002
Si -2.723 8.145 9.526 0.007 -0.004 -0.002
Si -5.45 -5.445 9.523 -0.008 -0.008 0.002
Si -2.714 -2.709 9.508 -0.009 -0.008 0.001
Si 1.361 -1.358 10.895 -0.008 -0.017 0.006
Si 4.074 1.358 10.891 0 -0.004 -0.002
Si 1.359 4.069 10.872 -0.002 -0.01 -0.004
Si 4.077 6.792 10.863 0.006 0.005 -0.006
Si 1.355 9.515 10.875 0.006 0.005 0.002
Si 4.081 -4.074 10.892 0.007 -0.004 0.004
Si 6.798 -1.353 10.885 0.003 -0.003 0.003
Si 9.527 1.358 10.874 -0.015 0.009 -0.002
Si 6.797 4.073 10.881 0.006 0.005 -0.001
Si 9.519 6.798 10.885 0.009 0.004 -0.001
Si 6.792 9.524 10.879 -0.021 -0.009 0
Si 9.517 -4.075 10.879 0.007 0.002 0
Si -4.075 -1.35 10.866 0.002 0.009 -0.005
Si -1.352 1.36 10.878 -0.002 0.001 0.001
Si -4.071 4.068 10.89 -0.006 0.005 0.003
Si -1.357 6.79 10.88 -0.001 0.005 -0.003
Si -4.078 9.52 10.876 0.003 -0.002 -0.005
Si -1.361 -4.068 10.879 0 -0.004 0.005
Si 2.716 0.003 12.264 0.003 0.008 -0.003
Si 5.439 2.708 12.248 -0.003 -0.001 -0.002
Si 2.724 5.425 12.225 -0.003 0.015 -0.005
Si 5.418 8.168 12.224 0.009 -0.002 0
Si 2.704 10.884 12.234 0.001 -0.005 0
Si 5.431 -2.7 12.248 0.005 -0.001 0
Si 8.164 0.005 12.237 0.008 -0.005 -0.008
Si 10.89 2.703 12.242 0.001 -0.005 0.001
Si 8.156 5.432 12.238 -0.013 -0.002 0.002
Si 10.893 8.157 12.237 -0.006 0.012 -0.002
Si 8.151 10.896 12.239 0.008 0.001 0.003
Si 10.88 -2.707 12.228 -0.002 -0.011 0
Si -2.709 -0.007 12.235 -0.003 -0.003 0.002
Si 0.009 2.709 12.247 0 0.011 0.005
Si -2.699 5.421 12.245 0.006 0.003 0.004
Si -0.002 8.153 12.235 -0.012 -0.007 -0.002
Si -2.726 -5.426 12.233 -0.005 -0.004 0.004
Si -0.002 -2.716 12.254 0.006 0.002 0.003
Si 1.345 1.345 13.634 -0.002 0.006 0.002
Si 4.061 4.053 13.599 0.008 0.005 0.001
Si 1.36 6.779 13.58 0.01 -0.003 0.004
Si 4.05 9.52 13.591 -0.002 0.006 -0.004
Si 1.36 -4.076 13.611 -0.002 -0.015 -0.002
Si 4.077 -1.35 13.631 0.008 -0.012 0.005
Si 6.798 1.345 13.609 0.013 -0.003 -0.001
Si 9.516 4.056 13.589 0 0.011 0.002
Si 6.78 6.806 13.568 -0.01 0.017 -0.005
Si 9.54 9.542 13.575 0.008 -0.026 0.003
Si 6.794 -4.049 13.603 -0.014 0.001 0.008
Si 9.522 -1.351 13.593 -0.007 0.014 -0.007
Si -4.064 1.342 13.601 -0.002 0.006 0.002
Si -1.336 4.067 13.618 -0.003 -0.013 0.004
Si -4.063 6.784 13.588 0.002 0 -0.003
Si -1.361 9.529 13.579 0.006 0.009 0.002
Si -4.071 -4.048 13.594 -0.009 0.005 0.002
Si -1.358 -1.355 13.621 -0.006 -0.008 0.007
Si -0.014 -0.011 15.016 0.004 0.002 -0.004
Si 2.708 2.698 14.992 0.007 -0.011 0.003
Si 0.046 5.415 14.976 0.006 0.007 0.001
Si 2.685 8.149 14.947 -0.004 0.001 -0.004
Si -0.014 -5.436 14.954 -0.001 0.002 -0.001
Si 2.704 -2.706 14.985 -0.008 -0.001 0.002
Si 5.445 0.002 15.003 -0.01 0.004 -0.005
Si 8.169 2.69 14.962 -0.004 0.002 -0.006
Si 5.42 5.437 14.919 0.009 0.02 0.004
Si 8.162 8.173 14.89 -0.004 0.01 -0.008
Si 5.393 10.918 14.923 0.008 -0.011 0
Si 8.144 -2.669 14.969 0.015 -0.008 0.007
Si -5.419 -0.022 14.96 0.003 -0.003 0.002
Si -2.689 2.684 14.962 0.004 0.003 0.008
Si -5.42 5.402 14.927 -0.005 -0.015 0.003
Si -2.702 8.157 14.935 0.001 -0.014 0.001
Si -5.434 -5.398 14.943 -0.007 0.003 -0.004
Si -2.717 -2.707 14.989 0 0.01 -0.001
O 3.588 0.43 22.889 -0.058 -0.062 0.09
O 0.454 6.597 24.436 -0.068 -0.042 0.496
O -4.75 -2.011 25.703 -0.28 0.382 0.38
O -7.112 3.802 -4.856 0.156 0.063 0.184
O 7.124 -6.361 22.771 -0.052 0.23 -0.058
O -6.965 -0.677 -6.221 0.324 -0.08 -0.075
O 0.683 -1.395 -6.744 0.498 -0.128 0.27
O -2.847 -7.943 -3.661 -0.048 -0.48 -0.069
O 8.103 0.096 22.198 0.206 0.237 0.512
O -7.713 5.866 22 0.147 -0.205 0.565
O -2.805 5.576 22.282 -0.151 -0.209 0.52
O -6.856 1.867 -6.676 -0.072 0.197 -0.54
O -2.198 -4.513 23.224 -0.077 0.27 0.128
O -3.552 -1.539 23.412 0.43 0.24 -0.022
O 4.301 4.764 -6.054 -0.081 -0.481 -0.083
O -7.855 -3.06 -0.455 -0.141 0.168 -0.328
O 0.711 -5.217 -3.031 0.298 -0.374 -0.189
O 2.825 2.732 -0.337 -0.02 0.156 -0.596
O -1.224 7.717 22.9 -0.296 0.305 0.305
O 6.828 -7.891 -5.541 0.126 -0.682 0.184
O -2.604 -2.746 -0.26 0.108 -0.011 -0.502
O -3.857 3.482 -1.192 -0.256 -0.343 -0.25
O -0.035 -0.045 -0.348 -0.162 -0.149 -0.589
O 4.814 1.709 -1.576 -0.009 -0.402 -0.329
O 1.281 4.434 -1.321 0.401 0.264 -0.671
O 5.463 8.126 22.101 0.194 -0.231 0.62
O -5.793 -5.138 -0.386 0.055 -0.013 -0.034
O 5.162 2.532 22.514 0.369 0.277 -0.335
O -6.756 -3.159 -7.024 -0.405 -0.237 -0.344
O 0.972 -4.259 -5.392 -0.119 0.335 -0.44
O -7.052 -6.985 -6.143 -0.046 0.159 0.211
O 7.273 -6.571 -1.376 0.181 -0.425 -0.045
O -0.765 -3.222 -3.71 -0.206 -0.289 0.386
O -0.169 -2.872 22.395 -0.206 -0.207 0.223
O -0.757 0.692 -6.735 0.217 0.048 -0.469
O 4.537 -6.803 -5.725 0.059 0.246 0.043
O -3.203 5.017 -7.379 -0.425 0.228 -0.701
O -5.802 1.719 -4.208 0.412 0 -0.061
O 6.515 -1.868 -1.736 0.007 -0.015 -0.136
O 6.941 2.109 -3.153 0.319 0.414 -0.091
O -7.591 6.173 -3.866 0.272 0.058 -0.106
O -5.486 -2.918 22.259 -0.003 0.041 0.383
O -7.018 -4.964 22.963 0.12 0.042 0.249
O -1.352 -1.079 -4.96 0.129 0.545 0.286
O 0.131 -7.055 24.717 -0.198 0.322 0.122
O -5.315 -0.671 -3.403 0.158 0.027 -0.617
O 2.793 -5.59 22.281 -0.091 -0.175 0.713
O 6.627 2.377 24.674 0.052 -0.332 -0.382
O -4.16 1.775 23.751 -0.15 -0.222 -0.379
O 0.602 -6.707 -1.001 0.202 -0.443 -0.245
O -5.43 5.422 -0.41 0.013 -0.058 -0.45
O 4.757 -1.631 -6.613 -0.415 0.073 0.366
O 1.774 -1.404 23.304 0.103 -0.26 0.241
O 4.694 -3.829 23.064 0.032 -0.236 0.335
O 5.748 -4.099 -6.384 -0.132 -0.517 0.184
O -7.2 -7.476 24.059 -0.047 -0.188 -0.215
O -2.324 4.878 -4.957 -0.317 0.269 0.179
O 4.369 -7.055 26.25 -0.071 -0.138 -0.13
O 7.272 -2.048 -6.102 -0.03 0.124 -0.417
O 6.938 4.378 23.113 0.122 0.565 0.4
O 5.282 -5.385 -0.39 -0.085 -0.274 -0.166
O -7.021 7.156 -1.461 0.211 0.42 -0.125
O 6.839 6.933 -2.274 -0.009 -0.099 0.545
O -3.056 0.143 25.366 -0.181 0.236 0.527
O 6.126 -1.583 22.778 -0.022 0.316 -0.058
O -0.334 4.798 -3.333 0.111 0.232 -0.412
O -7.795 -7.54 -3.324 0.342 -0.009 -0.77
O -6.232 1.149 -1.6 0.489 -0.173 -0.182
O 6.191 3.977 -1.463 -0.276 0.635 -0.17
O 1.971 -6.835 -5.808 -0.206 -0.102 0.671
O -5.794 3.179 25.341 0.19 0.124 0.18
O 7.811 -5.418 25.055 -0.195 -0.453 0.35
O 2.193 -5.639 26.038 -0.011 0.417 -0.321
O -6.637 2.023 23.123 -0.447 0.266 0.23
O 2.629 -8.125 -0.263 0.077 -0.113 -0.435
O -3.07 -2.046 -3.144 0.408 0.233 0.076
O -0.633 5.559 -6.781 0.1 0.531 0.249
O -2.038 -6.52 -5.868 0.372 0.029 0.331
O -7.783 0.089 -3.412 -0.189 -0.6 -0.14
O 4.703 6.787 25.378 0.445 -0.084 -0.222
O 2.558 5.367 25.223 0.022 -0.079 0.591
O 6.644 -3.072 24.755 -0.071 0.166 -0.15
O 4.757 4.268 24.492 -0.235 -0.023 0.196
O -4.563 -1.327 -1.095 -0.296 0.216 -0.043
O 1.696 -1.795 -1.139 -0.26 -0.228 -0.509
O 1.955 -2.939 -3.396 0.263 0.288 -0.6
O 7.306 0.938 -5.567 -0.505 0.313 -0.181
O 6.779 4.751 -5.083 -0.05 -0.233 -0.015
O 3.982 -1.503 -2.429 -0.153 0.24 -0.084
O -1.745 0.956 23.193 -0.067 -0.629 0.291
O 3.81 6.259 22.989 -0.241 -0.241 0.118
O 0.186 4.081 25.275 0.196 -0.609 0.081
O 1.928 5.047 -7.163 -0.026 0.015 0.345
O 3.422 -3.778 -1.294 -0.165 -0.35 -0.236
O -5.382 -3.283 -2.734 -0.004 -0.332 0.406
O -2.426 7.926 -0.99 -0.532 0.118 0.06
O -2.665 7.723 26.425 0.092 0.02 0.049
O -0.528 -4.301 -0.912 0.232 0.536 -0.029
O -2.85 -3.182 -5.469 -0.418 -0.551 0.081
O -4.157 -6.668 -1.648 -0.275 0.027 -0.383
O 6.556 -5.879 -3.937 -0.049 0.652 -0.231
O -2.81 -6.261 25.17 0.315 -0.204 0.387
O -6.599 6.662 25.761 -0.153 -0.537 -0.539
O 4.846 3.437 -3.74 -0.624 -0.143 -0.066
O -7.155 -2.873 -4.516 -0.128 0.256 0.209
O -1.642 -6.196 -2.259 0.035 0.518 -0.278
O 4.847 5.995 -3.841 -0.401 0.146 -0.198
O -7.491 5.826 -6.421 0.598 0.268 0.25
O 6.578 0.488 26.371 0.207 -0.271 -0.477
O -2.128 -2.207 25.722 0.343 -0.521 -0.14
O -4.543 -7.368 -5.511 -0.387 -0.426 0.041
O -5.634 7.96 21.996 0.1 -0.116 0.463
O -7.004 -3.377 25.584 -0.02 0.144 -0.215
O 4.2 -1.657 24.455 -0.055 -0.378 0.567
O -4.557 -4.386 24.655 -0.205 -0.183 -0.29
O 1.322 -7.875 22.683 0.184 -0.559 -0.248
O -2.559 7.257 -6.038 -0.073 0.086 -0.373
O -2.407 2.611 -6.713 -0.175 -0.335 0.249
O -4.84 3.351 -6.138 0.035 0.406 0.204
O 0.152 -5.77 -7.289 0.083 -0.312 -0.685
O -0.487 2.814 -5.027 0.359 -0.046 0.121
O 3.315 7.2 -6.43 -0.046 -0.034 0.688
O 5.055 -7.86 -3.394 -0.377 0.253 0.083
O -0.383 6.413 -1.16 0.175 0.451 -0.379
O -4.912 4.096 22.987 -0.257 0.375 0.282
O -2.036 1.508 -1.081 -0.052 -0.095 -0.375
O -2.026 5.218 26.012 -0.423 0.076 -0.488
O -8.092 2.689 -0.483 0.084 -0.049 -0.131
O -0.034 2.682 22.18 0.009 -0.214 0.589
O 4.393 6.715 -1.401 -0.11 -0.289 -0.191
O -2.324 2.973 -3.235 -0.654 -0.461 -0.521
O -1.308 4.003 -1.054 0.046 -0.097 0.372
O -5.155 -5.338 -7.015 0.499 -0.433 -0.441
O 2.677 -4.757 -7.218 0.235 0.546 0.201
O -2.114 2.693 25.131 -0.07 0.241 -0.181
O -7.619 -4.855 -2.805 0.203 0.075 0.454
O -4.076 -6.324 22.891 -0.002 0.064 0.284
O -4.908 -7.769 25.245 0.148 0.053 -0.236
O 5.524 -2.662 -4.201 0.052 -0.54 -0.08
O 1.511 4.552 23.06 0.318 0.21 0.139
O 2.391 0.229 25.198 -0.392 0.259 -0.118
O 4.547 -4.344 26.435 0.051 0.056 -0.348
O -5.789 -5.217 -4.539 0.371 0.019 0.201
O 5.903 -0.188 -3.66 -0.32 0.268 -0.336

Results
total energy: -101653.133 eV
total energy less fixed offsets of O -438.25, Si -107.07 eV per atom: 0.067 eV
